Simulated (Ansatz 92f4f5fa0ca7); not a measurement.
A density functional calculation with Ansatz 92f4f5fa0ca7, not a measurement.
Periodic cell of 224 atoms, Si134O86N4, from a study of silicon, its oxide and their interface. The atomic structure is a simulated model.
This geometry differs little from another in the collection (a relaxation step or a small displacement).

Settings
functional: r2SCAN
potential files: Ansatz PAW
basis: plane waves
wave-function cutoff: 800 eV
density cutoff ratio: 5
exchange-correlation grid ratio: 1
k mesh: 1 x 1 x 1, shifted by 0.5 0.5 0 of a step
self-consistency stop: 1e-10 eV per atom in the density residual
occupations: fixed
spin: none
net charge: 0

Cell vectors (angstrom)
a 10.88 0 0
b 0 10.88 0
c 0 0 31.8188

Atoms and the computed forces on them: element, x, y, z (angstrom), force x, y, z (eV/angstrom)
Si 0.282 -0.2936 -0.1515 0.0666 0.0395 0.212
Si 2.9844 2.5082 -0.1903 0.0109 -0.0257 0.2573
Si -0.2224 5.6598 -0.0679 -0.0423 -0.0108 0.2114
Si 2.4396 8.2996 -0.1209 0.0135 0.0855 0.2544
Si 5.2317 0.3368 -0.035 -0.0891 -0.0163 0.2037
Si 8.0114 2.8384 0.0623 0.0089 0.0808 0.1814
Si 5.8709 5.1145 -0.0852 0.0016 -0.0008 0.2662
Si 8.6088 7.9956 -0.0257 -0.0656 -0.066 0.1907
Si 1.4172 1.3364 1.1368 0.0173 -0.0187 -0.0084
Si 4.1374 4.0842 1.1517 0.0161 -0.0087 0.0044
Si 1.3422 6.7931 1.2799 -0.0044 0.0081 0.0177
Si 4.0758 9.5083 1.1121 -0.0133 -0.0281 -0.0303
Si 6.7809 1.366 1.3734 0.0072 0.009 0.0538
Si 9.5507 4.0907 1.2833 -0.0162 -0.0107 0.0127
Si 6.9215 6.8087 1.1672 -0.0022 0.0246 -0.0266
Si 9.6683 9.5221 1.3374 0.0011 0.0031 0.0588
Si 0.062 2.6917 2.543 -0.0083 -0.0009 0.0104
Si 2.7448 -0.022 2.5519 0.013 0.0155 0.0414
Si 0.0661 8.1468 2.7167 -0.0139 0.0001 0.0538
Si 2.7686 5.4246 2.5413 -0.0092 -0.0109 0.0105
Si 5.4263 2.7655 2.6605 0.0124 -0.0059 0.0551
Si 8.1947 -0.0283 2.6174 -0.0155 -0.0164 0.0101
Si 5.4749 8.1565 2.4743 0.0017 -0.0146 0.0112
Si 8.1955 5.4605 2.6347 0.0144 -0.0037 0.0419
Si 1.4033 4.0581 3.9192 -0.0051 0.0069 -0.0237
Si 4.0666 1.3476 3.9504 0.0084 -0.023 -0.0311
Si 1.4215 9.5428 3.994 0.001 -0.0073 -0.0142
Si 4.1262 6.8107 3.8945 0.0141 0.0377 -0.0172
Si 6.8164 4.1141 3.984 -0.0176 0.0311 -0.0195
Si 9.5549 1.3678 3.9425 0.0021 0.0108 -0.0329
Si 6.7999 9.4815 3.9261 -0.01 -0.0185 -0.0185
Si 9.5398 6.7908 4.0114 0.0043 0.0045 -0.0131
Si 0.0155 0.0061 5.3238 0.0104 -0.0298 -0.0018
Si 2.7119 2.6964 5.3172 0.0156 -0.0085 -0.0018
Si 0.0302 5.407 5.3122 -0.0014 0.0144 -0.0032
Si 2.779 8.164 5.3042 -0.0021 -0.0039 0.0018
Si 5.4364 -0.0205 5.2876 0.0025 0.0175 -0.0036
Si 8.1809 2.7302 5.3092 -0.0281 0.0202 -0.0027
Si 5.4525 5.4652 5.3192 0.0142 -0.0163 0.0066
Si 8.1435 8.1396 5.3243 0.0055 -0.0161 0.0091
Si 1.3448 1.3679 6.7057 0.0006 0.0101 0.0036
Si 4.0846 4.0722 6.6402 0.0048 0.0133 0.0005
Si 1.3857 6.8054 6.6334 0.0224 0.0341 -0.011
Si 4.0864 9.5319 6.7034 0.0042 -0.0174 0
Si 6.7869 1.3584 6.6305 -0.0178 -0.0271 -0.0031
Si 9.5307 4.0773 6.6973 0.0146 0.0104 0.0104
Si 6.8092 6.7904 6.7153 -0.0042 0.0216 0.0086
Si 9.5048 9.5163 6.6485 -0.0214 -0.0172 -0.0137
Si -0.0245 2.7097 8.0726 -0.0034 -0.0066 -0.0175
Si 2.696 0.0141 8.0783 -0.0295 -0.0122 -0.0066
Si -0.0033 8.1543 7.988 0.02 -0.033 0.0004
Si 2.7195 5.4279 7.9771 -0.0131 0.0022 -0.0011
Si 5.4208 2.7022 8.0112 0.0095 0.0229 0.0052
Si 8.135 0.0024 7.9798 -0.0082 -0.0145 0.012
Si 5.4443 8.1618 8.0457 0.0083 0.0045 0.0005
Si 8.1765 5.4298 8.0912 -0.0107 -0.0099 0.0065
Si 1.3625 4.1072 9.3628 0.0022 0.0128 0.018
Si 4.0433 1.4087 9.4385 -0.0073 -0.0368 0.0319
Si 1.2577 9.5454 9.3971 0.0024 -0.0175 -0.0106
Si 4.0607 6.7701 9.3408 0.0037 0.0175 0.0036
Si 6.7879 4.0126 9.4013 -0.0024 0.005 0.0183
Si 9.445 1.3339 9.3839 0.01 0.0157 0.029
Si 6.7989 9.5522 9.3694 -0.005 -0.0311 0.0131
Si 9.5872 6.8073 9.4253 -0.0062 0.0635 0.0206
Si -0.1331 0.0191 10.8118 0.0108 -0.0386 0.0357
Si 2.6524 2.8024 10.8027 -0.0252 0.0484 -0.0001
Si 0.056 5.4009 10.8109 0.0175 -0.008 -0.009
Si 2.6251 8.1082 10.6273 0.0154 0.0519 -0.002
Si 5.4279 0.013 10.7416 -0.0078 -0.0101 0.0442
Si 8.1066 2.6287 10.8114 -0.0035 -0.0173 0.0477
Si 5.4019 5.3893 10.699 0.0119 0.0815 0.054
Si 8.232 8.2596 10.7065 0.0336 -0.0941 0.0162
Si 1.1617 1.4878 12.1027 0.0591 0.0051 -0.0526
Si 4.0198 4.16 12.1967 0.0488 -0.0277 0.0142
Si 1.4291 6.8047 12.1629 -0.0949 0.0056 -0.047
Si 3.9515 9.4932 11.8996 -0.0608 -0.0173 -0.0196
Si 6.7308 1.2844 12.2599 -0.0359 0.0048 -0.0024
Si 9.5584 3.9591 12.105 -0.0245 -0.026 -0.0321
Si 6.8914 6.7744 11.8512 0.0494 0.0489 -0.0541
Si 9.399 9.5976 12.3113 -0.0007 -0.0202 -0.0224
Si -0.141 2.6736 13.7488 0.0398 -0.0431 -0.0077
Si 2.5605 0.0377 13.1732 -0.0674 0.0066 -0.0744
Si -0.0326 8.1216 13.4523 0.0076 -0.0117 0.0341
Si 2.8166 5.5931 13.6981 0.0632 0.0888 0.1519
Si 5.3149 2.7133 13.5178 0.0593 -0.0302 0.0311
Si 7.9357 -0.0495 13.8987 -0.0662 -0.133 0.0931
Si 5.4136 8.0648 13.0202 0.0228 -0.0899 -0.0473
Si 8.1815 5.4065 13.2505 -0.0691 -0.0018 -0.0016
Si 1.1099 4.3892 14.8393 -0.1322 -0.0252 -0.3617
Si 3.9697 1.1155 14.6454 0.0438 0.1258 -0.2318
Si 1.3072 9.615 14.6179 -0.0647 -0.0154 -0.138
Si 4.7967 6.7251 14.8144 0.1184 -0.0995 -0.553
Si 6.8057 4.1432 14.6207 -0.0721 -0.0194 -0.2207
Si 8.9694 1.6648 15.3484 0.0697 0.0158 -0.3019
Si 5.9381 9.4452 14.7789 0.1974 0.0501 -0.4138
Si 9.6596 6.5068 14.6716 0.0801 -0.0152 -0.2796
Si 0.55 6.5478 19.0667 -0.0198 0.116 -0.1443
Si -1.585 7.5098 17.4313 0.0153 0.0339 -0.2289
Si 7.8995 3.6079 21.5722 0.0554 0.0488 -0.1242
Si 3.6775 8.9183 16.6048 0.0213 0.0684 -0.3015
Si 1.8153 9.0887 18.9655 -0.0256 -0.0749 -0.1717
Si -0.4065 -0.5229 17.1448 -0.0603 0.1411 -0.3338
Si 4.3714 8.5687 20.2009 -0.0698 0.0384 -0.1925
Si 5.333 10.5377 18.3421 -0.031 0.0094 -0.2
Si 4.3052 12.1486 20.7922 -0.0262 -0.063 -0.1689
Si -2.7116 11.5293 21.1632 0.0262 -0.0138 -0.2207
Si 7.806 3.5771 17.3654 -0.0173 -0.1049 -0.344
Si -0.393 13.1743 21.893 0.0121 0.002 -0.0946
Si 2.7416 2.7992 16.9455 -0.093 -0.0141 -0.3126
Si 16.5625 9.9681 22.3685 -0.0588 -0.0103 -0.0633
Si 3.2426 6.6773 18.4784 -0.0363 0.0382 -0.1664
Si -1.5815 9.0135 25.7274 -0.0383 0.0258 0.1853
Si -2.8468 11.6556 18.1359 0.1055 0.0491 -0.2796
Si 1.2418 -0.3888 25.4856 0.013 -0.0458 0.1414
Si -5.862 1.4842 26.6172 0.0511 -0.0493 0.1903
Si 4.2116 4.1594 20.8877 -0.0266 -0.0045 -0.1834
Si 0.9618 13.5033 24.653 -0.0088 0.0387 0.0865
Si -2.0023 -5.4713 19.2834 0.0728 -0.0015 -0.2171
Si 4.1272 -0.669 24.8661 0.0044 0.012 0.1174
Si 10.1546 5.0836 25.6787 0.0057 0.0689 0.1728
Si 3.3728 -0.6911 27.4916 0.0192 -0.0297 0.1931
Si 7.7848 11.0951 27.3909 0.0271 -0.0312 0.2853
Si -1.1587 1.5077 29.5501 0.0404 0.0076 0.279
Si -5.1077 5.0721 23.2001 -0.0518 -0.004 0.0135
Si -2.6181 6.581 27.2042 -0.047 0.0174 0.2522
Si 5.8654 6.7755 29.2003 -0.0171 0.0241 0.271
Si 1.8214 -5.2171 27.0841 -0.0133 -0.0388 0.2503
Si 3.7742 3.9969 25.4984 -0.0401 0.0192 0.1903
Si -5.8686 4.5686 17.8951 -0.0266 0.0173 -0.2359
Si 11.9055 3.7782 29.496 0.0008 -0.0317 0.3186
Si 3.213 7.6247 28.8435 0.0432 -0.0376 0.2415
Si -8.9765 2.5981 19.9901 0.0478 -0.0118 -0.2383
Si -2.9595 6.7393 24.5055 0.0346 -0.0004 0.1785
Si 6.8619 9.4776 29.824 0.0567 0.0127 0.2292
O -0.398 0.2868 30.3018 -0.0735 0.0192 -0.1846
O 2.0215 -3.8514 -3.885 -0.0436 -0.0112 -0.1347
O 0.3967 4.9375 30.4339 0.0578 -0.0341 -0.1785
O 3.3503 -1.6436 28.7716 0.0051 0.0928 -0.0889
O -1.2692 6.8194 -0.5919 0.0253 -0.0011 -0.0787
O -2.2419 2.1303 30.5674 0.0392 -0.0951 -0.1649
O 5.8924 8.2019 29.9695 -0.0347 -0.0303 -0.0928
O 4.1332 12.2908 -0.6218 0.0064 0.0088 -0.0973
O 6.1456 -0.156 30.5329 0.0415 -0.0367 -0.1463
O -4.1722 -4.4783 23.4767 -0.0461 -0.0006 -0.0531
O -0.2007 -7.2867 25.2868 0.0064 -0.0539 -0.0551
O 13.1778 3.1239 30.2761 -0.0533 0.0572 -0.1928
O 2.4719 3.2175 24.8593 -0.0263 -0.02 -0.0602
O 6.9313 3.9367 -0.4576 -0.0013 -0.0304 -0.0627
O 9.1876 7.931 26.9784 0.0262 0.034 -0.0741
O 8.2248 8.9855 30.5408 -0.0278 0.0479 -0.1251
O -0.1091 5.4256 15.1989 0.0465 0.0309 0.1633
O 2.9887 9.4886 20.057 0.0792 0.0561 0.1033
O 6.8932 3.9909 22.7603 -0.0115 -0.0247 0.0396
O 0.2919 -0.5367 15.6841 -0.0445 0.0257 0.1847
O 2.5934 9.0455 15.4156 0.1636 -0.0488 0.1712
O -7.8758 12.4525 15.9066 -0.0431 0.0206 0.1875
O 16.3298 -1.7522 19.1213 0.0389 -0.0588 0.1159
N 5.0732 8.204 15.856 -0.2929 0.0738 0.1269
O 1.9393 -5.1113 18.7971 -0.0371 -0.0569 0.0737
O -0.5194 5.6828 19.9121 -0.0044 -0.0467 0.0813
O 5.8043 5.4284 15.1121 -0.0054 0.0403 0.232
N 9.3509 0.8303 16.9774 -0.0602 -0.046 0.236
O 3.9847 17.9135 19.8832 0.0507 -0.0101 0.154
O -10.039 10.2121 18.2539 0.0544 0.0193 0.1128
N 7.9106 13.9938 15.7083 0.018 0.0115 0.3579
O 6.7403 -0.0644 17.5855 -0.0597 -0.0128 0.0465
O 5.1653 8.6416 21.5931 0.0387 -0.0115 0.0966
O -1.4309 20.0021 17.4741 -0.0349 -0.0128 0.1046
O -2.0782 7.0829 15.9511 -0.095 0.0179 0.2157
O 4.2378 5.9302 17.4493 0.0308 -0.0263 0.1362
O 4.1061 -0.5371 17.3021 0.0781 0.0948 0.1401
O -4.328 -6.2908 17.4852 -0.0278 0.0541 0.1158
O -0.1015 6.8853 17.6195 0.0674 -0.0366 0.0938
O 9.0522 4.3762 18.0274 0.0235 0.0613 0.104
O 7.5182 2.2959 18.293 -0.0288 -0.0277 0.1341
N 2.7443 8.1511 17.8152 -0.0021 -0.0291 0.1034
O -1.2542 11.7694 21.8714 0.0105 -0.0201 0.042
O 5.084 10.8352 14.9771 -0.0334 -0.113 0.2216
O 2.7088 12.2051 20.576 0.0165 -0.0093 0.0714
O -2.983 4.755 20.3944 -0.0747 -0.0458 0.155
O 2.5199 10.1595 24.474 -0.0119 -0.0147 -0.083
O -8.2651 3.9314 20.6348 0.031 0.0305 0.0682
O 1.7575 3.8603 16.2365 0.0769 -0.0252 0.1872
O -1.65 -5.6161 27.0418 0.0325 -0.0577 -0.0731
O -2.4641 11.0651 19.6086 -0.0157 0.0007 0.214
O 4.6581 11.1403 21.9713 0.0005 0.0033 0.0415
O 8.3916 6.8451 18.625 -0.0554 -0.0208 0.1171
O 4.6914 5.2388 21.9892 0.022 0.0471 0.0547
O 4.1327 0.7188 27.7649 0.0038 0.0271 -0.0447
O -2.3112 -2.6295 24.459 -0.0268 0.0009 -0.1029
O -8.8384 -8.3869 18.3695 -0.0453 -0.0125 0.23
O -0.0508 9.4887 25.3717 0.0316 0.001 -0.0534
O 1.8459 10.3935 26.9932 -0.0745 0.0295 -0.0935
O -10.0909 12.0322 25.2982 -0.0084 0.0267 -0.0287
O -6.6357 3.3496 17.1854 0.1324 0.0458 0.0849
O 7.1962 10.4668 21.9639 0.0292 -0.0288 0.0396
O -1.4548 -7.3815 22.0947 0.0066 0.0048 0.0435
O 0.6982 2.4096 23.0663 0.0179 0.01 -0.0097
O -2.4082 -0.5208 26.1222 0.0244 -0.0313 -0.1208
O 4.7898 2.7136 21.3073 0.0329 0.0154 0.0443
O -5.9703 4.5057 19.4829 -0.018 -0.0163 0.1352
O 4.5694 0.8696 25.177 -0.0219 -0.0222 -0.0995
O 0.8773 7.9951 19.7436 -0.0144 -0.0452 0.0663
O 2.9377 7.3824 30.4283 0.0143 -0.0314 -0.2221
O -6.0015 4.5481 24.4435 0.0629 0.0257 -0.0612
O -4.2785 1.2301 26.918 -0.0505 0.0498 -0.0839
O 3.1715 5.2631 26.2981 0.0878 -0.0234 -0.1057
O -3.552 6.5401 28.5284 0.0984 -0.0315 -0.1552
O 5.0372 11.7307 19.3973 -0.0196 0.0815 0.1238
O -1.6591 5.7156 24.4854 0.0057 -0.011 -0.0734
O 4.6006 3.0401 26.5327 -0.0293 0.057 -0.0686
O 5.2951 9.6317 23.9067 0.027 -0.0283 -0.0223
O 8.9295 11.8807 28.2358 -0.0553 -0.0433 -0.1652
O 4.5568 6.9032 28.2696 -0.0399 -0.0159 -0.1481
O 7.2225 17.4412 25.963 -0.0142 -0.0041 -0.1212
O -3.3998 2.1164 21.0868 -0.0443 -0.0034 0.056
O -0.0663 2.6338 29.1714 -0.0124 -0.0113 -0.1213
O 1.355 -1.447 31.1923 -0.0101 -0.0121 -0.087
O 1.4674 4.4387 28.0965 0.0468 0.0763 -0.1889
O 0.6346 5.9153 26.0078 -0.0544 0.0088 -0.1054
O 5.4689 -5.247 30.2524 0.007 0.0455 -0.2168
O 4.2021 -1.4438 26.2976 0.0237 -0.0153 -0.1288
O 7.1496 9.9117 28.3068 0.0175 0.0362 -0.1863
O 0.3677 13.3622 20.4627 -0.0675 -0.009 0.0763

Results
free energy: -136303.739 eV
free energy less fixed offsets of N -386.36, O -570.45, Si -639.56 eV per atom: 1.441 eV

The program warned: the cutoff lies below the one the program advises for these potential files; the forces do not sum to zero within the program's tolerance; empty levels may hold ghost states of the PAW files; the exchange-correlation potential is rough where the density is thin.
